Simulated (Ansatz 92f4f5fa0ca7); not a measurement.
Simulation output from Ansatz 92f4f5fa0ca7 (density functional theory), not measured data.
Periodic cell of 351 atoms, Si241O110, from a study of silicon, its oxide and their interface. The atomic structure is a simulated model.
Doubt: the cutoff is far below the 930 eV that the study's wrapper takes by default for these files, so forces and energies are approximate.
This geometry differs little from another in the collection (a relaxation step or a small displacement).

Settings
functional: PBE
potential files: Ansatz PAW
basis: plane waves
wave-function cutoff: 580 eV
density cutoff ratio: 5
exchange-correlation grid ratio: 1
k mesh: 1 x 1 x 1, Gamma-centred
self-consistency stop: 5e-08 eV per atom in the density residual
occupations: fixed
spin: none
net charge: 0

Cell vectors (angstrom)
a  11.6015  0  0
b  0  13.3963  0
c  0  0  40.7386

Atoms: element, x, y, z (angstrom)
Si  0  2.2327  1.1851
Si  3.8672  2.2327  1.1851
Si  7.7343  2.2327  1.1851
Si  1.9336  5.5818  1.1851
Si  5.8008  5.5818  1.1851
Si  9.6679  5.5818  1.1851
Si  0  8.9308  1.1851
Si  3.8672  8.9308  1.1851
Si  7.7343  8.9308  1.1851
Si  1.9336  12.2799  1.1851
Si  5.8008  12.2799  1.1851
Si  9.6679  12.2799  1.1851
Si  1.9336  1.1164  1.9745
Si  5.8008  1.1164  1.9745
Si  9.6679  1.1164  1.9745
Si  0  4.4654  1.9745
Si  3.8672  4.4654  1.9745
Si  7.7343  4.4654  1.9745
Si  1.9336  7.8145  1.9745
Si  5.8008  7.8145  1.9745
Si  9.6679  7.8145  1.9745
Si  0  11.1635  1.9745
Si  3.8672  11.1635  1.9745
Si  7.7343  11.1635  1.9745
Si  1.9336  1.1164  4.3426
Si  5.8008  1.1164  4.3426
Si  9.6679  1.1164  4.3426
Si  0  4.4654  4.3426
Si  3.8672  4.4654  4.3426
Si  7.7343  4.4654  4.3426
Si  1.9336  7.8145  4.3426
Si  5.8008  7.8145  4.3426
Si  9.6679  7.8145  4.3426
Si  0  11.1635  4.3426
Si  3.8672  11.1635  4.3426
Si  7.7343  11.1635  4.3426
Si  0  0  36.398
Si  3.8672  0  36.398
Si  7.7343  0  36.398
Si  1.9336  3.3491  36.398
Si  5.8008  3.3491  36.398
Si  9.6679  3.3491  36.398
Si  0  6.6981  36.398
Si  3.8672  6.6981  36.398
Si  7.7343  6.6981  36.398
Si  1.9336  10.0472  36.398
Si  5.8008  10.0472  36.398
Si  9.6679  10.0472  36.398
Si  0  0  38.7662
Si  3.8672  0  38.7662
Si  7.7343  0  38.7662
Si  1.9336  3.3491  38.7662
Si  5.8008  3.3491  38.7662
Si  9.6679  3.3491  38.7662
Si  0  6.6981  38.7662
Si  3.8672  6.6981  38.7662
Si  7.7343  6.6981  38.7662
Si  1.9336  10.0472  38.7662
Si  5.8008  10.0472  38.7662
Si  9.6679  10.0472  38.7662
Si  0  2.2327  39.5556
Si  3.8672  2.2327  39.5556
Si  7.7343  2.2327  39.5556
Si  1.9336  5.5818  39.5556
Si  5.8008  5.5818  39.5556
Si  9.6679  5.5818  39.5556
Si  0  8.9308  39.5556
Si  3.8672  8.9308  39.5556
Si  7.7343  8.9308  39.5556
Si  1.9336  12.2799  39.5556
Si  5.8008  12.2799  39.5556
Si  9.6679  12.2799  39.5556
Si  0.1645  0.0437  29.0876
Si  3.971  0.2594  29.4321
Si  7.801  0.1767  29.3719
Si  2.1174  3.3187  29.4109
Si  5.9246  3.4114  29.6209
Si  9.6437  3.265  29.3301
Si  -0.1272  6.5738  29.1849
Si  3.7515  6.8996  29.3126
Si  7.5915  6.6759  29.1864
Si  2.3685  10.3725  29.0803
Si  5.8139  10.131  29.4008
Si  9.5165  10.065  28.9868
Si  0.0725  2.2423  29.9902
Si  3.9838  2.3536  30.4233
Si  7.8117  2.2752  30.3728
Si  1.8888  5.6126  30.0222
Si  5.6837  5.6938  30.1134
Si  9.5424  5.5319  29.977
Si  -0.2592  8.8318  29.8383
Si  3.9211  9.0476  30.2111
Si  7.7159  8.9212  29.99
Si  2.0562  12.4523  30.09
Si  5.8739  12.3969  30.0932
Si  9.7552  12.3142  29.8473
Si  0.0213  2.2223  32.3927
Si  3.906  2.2567  32.7061
Si  7.7824  2.2329  32.6656
Si  1.9079  5.5821  32.4106
Si  5.7688  5.6245  32.4802
Si  9.6339  5.5777  32.3777
Si  -0.0483  8.9312  32.2831
Si  3.8402  8.9651  32.5389
Si  7.7323  8.929  32.3895
Si  1.9538  12.3021  32.4486
Si  5.8187  12.3064  32.4588
Si  9.7122  12.2711  32.2939
Si  1.9263  1.1204  33.2775
Si  5.8385  1.0991  33.3531
Si  9.731  1.0712  33.2445
Si  -0.0257  4.4614  33.1907
Si  3.8447  4.5249  33.3018
Si  7.7203  4.5078  33.2714
Si  1.8756  7.8228  33.1919
Si  5.7983  7.8477  33.2603
Si  9.6595  7.813  33.1871
Si  0.0061  11.149  33.1656
Si  3.8797  11.2024  33.2672
Si  7.7727  11.1726  33.1721
Si  1.9247  1.1148  35.6297
Si  5.8065  1.1079  35.6749
Si  9.6832  1.1019  35.6111
Si  -0.0044  4.4645  35.5814
Si  3.8619  4.4813  35.6447
Si  7.7334  4.4785  35.6265
Si  1.92  7.815  35.5816
Si  5.8059  7.8187  35.6208
Si  9.6693  7.8121  35.5804
Si  -0.0006  11.1578  35.5678
Si  3.868  11.1701  35.6237
Si  7.7438  11.1627  35.5715
Si  0.0081  0.0069  5.1317
Si  3.8656  0.0092  5.1407
Si  7.7271  0.002  5.1215
Si  1.9348  3.337  5.1313
Si  5.7998  3.3451  5.1513
Si  9.6658  3.3475  5.1387
Si  -0.007  6.7033  5.1088
Si  3.8714  6.693  5.1026
Si  7.7304  6.6985  5.1198
Si  1.9295  10.0468  5.1471
Si  5.8012  10.0523  5.1296
Si  9.6725  10.0379  5.1316
Si  0.0231  0.0123  7.4989
Si  3.8604  0.025  7.5156
Si  7.716  -0.0062  7.4812
Si  1.9296  3.3116  7.4998
Si  5.7983  3.3276  7.5353
Si  9.6542  3.341  7.5123
Si  -0.0289  6.7035  7.4591
Si  3.8736  6.6682  7.4491
Si  7.7115  6.6971  7.4783
Si  1.9279  10.0343  7.5268
Si  5.7962  10.057  7.4946
Si  9.6822  10.0125  7.4994
Si  -0.0169  2.2416  8.3351
Si  3.8629  2.2435  8.3882
Si  7.7359  2.2026  8.3258
Si  1.9079  5.5664  8.146
Si  5.7953  5.5681  8.291
Si  9.6414  5.5923  8.2568
Si  0.0057  8.8934  8.3533
Si  3.8791  8.8873  8.2301
Si  7.7229  8.9244  8.2738
Si  1.9514  12.2797  8.3153
Si  5.7744  12.2949  8.3016
Si  9.6751  12.273  8.1698
Si  -0.0494  2.2583  10.7309
Si  3.845  2.262  10.8134
Si  7.7434  2.1456  10.7132
Si  1.8633  5.5363  10.4596
Si  5.7825  5.5407  10.6676
Si  9.5886  5.6073  10.6154
Si  0.0174  8.8366  10.7645
Si  3.8948  8.8054  10.5746
Si  7.708  8.9296  10.6403
Si  1.9561  12.2618  10.696
Si  5.726  12.2884  10.6807
Si  9.6779  12.2342  10.4875
Si  1.8744  1.1293  11.4948
Si  5.789  1.1133  11.5677
Si  9.6918  0.9799  11.4621
Si  -0.0701  4.5605  11.4027
Si  3.7613  4.5666  11.4251
Si  7.7212  4.3996  11.4182
Si  2.006  7.6679  11.4039
Si  5.8343  7.7545  11.4886
Si  9.5903  7.814  11.5069
Si  -0.0087  11.1236  11.3147
Si  3.8595  10.9883  11.3997
Si  7.7186  11.2023  11.274
O  9.7962  0.7278  13.1011
O  11.5127  4.9246  13.0225
O  1.7087  1.2228  13.1663
O  -3.7402  24.7456  12.9117
O  3.5551  4.9565  13.0468
O  5.9296  1.1236  13.2418
O  7.8573  17.8035  13.0766
O  11.5654  11.2617  12.9544
O  5.8951  7.7269  13.1578
O  9.3411  7.8167  13.1616
O  3.9352  -2.8595  13.0226
O  2.2747  7.3699  13.0385
O  11.4726  6.4702  27.5084
O  3.8913  0.6408  27.7972
O  6.2109  3.1546  27.9892
O  28.8452  23.4596  27.7492
O  47.3766  63.1227  28.9971
O  2.5346  2.9709  27.8342
O  2.8353  10.6016  27.5303
O  7.3193  6.545  27.5329
O  3.5603  7.2298  27.6561
O  0.457  13.4599  27.4365
O  9.3977  9.9628  27.2927
O  9.2938  2.9637  27.7086
Si  2.1696  2.4165  19.1629
Si  10.0679  4.0318  19.0008
Si  9.6092  0.2481  14.6495
Si  2.9358  10.9182  25.948
Si  7.3554  11.6781  14.414
Si  7.5591  9.0926  16.1708
Si  2.6579  0.8091  14.4189
Si  8.1268  7.5616  23.5505
Si  2.3152  0.0363  17.2056
Si  1.2212  5.2912  18.9577
Si  5.453  1.8201  14.6526
Si  3.6156  6.401  23.4849
Si  5.4848  3.7994  26.6895
Si  4.1699  11.42  14.372
Si  7.163  15.277  21.7598
Si  3.3465  1.9024  26.8967
Si  7.2325  4.315  20.017
Si  5.7085  7.1537  14.6839
Si  5.5368  0.1331  17.2809
Si  11.2939  10.9876  14.5178
Si  1.1922  13.5435  25.9691
Si  5.3371  2.1327  19.5882
Si  12.874  5.3167  22.0248
Si  7.6055  13.4044  27.0439
Si  2.9142  6.1637  13.9689
Si  11.2651  7.0258  23.7571
Si  6.7441  10.9335  18.4803
Si  9.8563  3.1823  16.0093
Si  7.2553  4.3833  14.5899
Si  9.9369  8.0391  14.6751
Si  8.3451  12.4073  20.9106
Si  -0.5686  11.4957  21.4649
Si  0.0212  2.69  21.3394
Si  8.768  10.8688  26.0654
Si  0.3931  5.4512  26.3406
Si  10.9127  13.7843  23.4632
Si  2.1768  8.1486  18.4977
Si  7.595  5.8315  26.0889
Si  8.9466  10.4345  23.1042
Si  5.861  11.0504  26.477
Si  6.0128  6.7663  21.4803
Si  3.4872  6.0192  26.5585
Si  1.8411  8.9307  23.7654
Si  9.7554  3.6837  26.3153
Si  2.1492  10.6006  16.4636
Si  4.548  9.1462  19.9099
Si  13.3766  9.9053  20.8525
Si  0.0918  5.3502  14.5852
Si  8.3867  14.9612  24.5371
O  4.1225  6.7679  14.9034
O  5.9804  1.0041  15.9718
O  5.4818  8.1865  20.8557
O  1.8859  11.8728  17.482
O  11.1864  5.2304  18.8999
O  5.7405  11.7929  14.5261
O  11.5407  5.8759  24.8527
O  7.5536  14.5516  25.8782
O  1.7063  6.6214  18.1275
O  6.2293  3.4121  19.0921
O  2.4627  9.6786  25.0377
O  11.3647  3.9467  26.5059
O  3.7777  8.1578  18.8517
O  9.5269  10.7635  24.6208
O  9.9838  3.1562  17.6325
O  8.0916  13.0617  14.8826
O  11.4289  12.4177  22.7557
O  11.7008  13.9385  24.8564
O  3.3819  12.8014  14.0472
O  5.6259  1.7975  21.1747
O  10.9404  6.7693  14.9511
O  6.2954  12.0798  17.3858
O  10.48  3.0117  20.2154
O  1.7633  1.0873  18.3071
O  1.9331  9.1845  17.2464
O  7.4812  6.9857  24.9401
O  7.9397  13.98  21.1105
O  11.1054  4.0921  15.4497
O  2.9263  7.8437  23.225
O  9.6952  7.2125  23.5438
O  8.8552  12.4081  26.6141
O  10.2403  10.1824  22.1072
O  7.5113  9.6897  17.7075
O  5.4352  10.2678  19.1651
O  8.461  3.9264  15.5843
O  3.4009  10.058  20.6767
O  12.0157  8.3573  24.3015
O  12.962  8.6737  19.8371
O  7.4238  6.8926  22.2639
O  6.1861  12.5788  26.943
O  10.5815  9.5366  14.7287
O  4.0359  6.3505  25.0627
O  9.8797  1.6049  15.5351
O  0.3502  4.0038  22.2383
O  10.5666  12.3605  15.0626
O  1.4008  2.2458  20.5878
O  6.3397  19.0382  20.3522
O  4.5526  2.6281  26.0331
O  3.8174  1.936  14.6617
O  12.3274  11.1355  20.5257
O  8.0712  11.6074  22.338
O  11.9336  6.6116  22.3309
O  9.3619  2.8044  25.0004
O  2.2909  1.3349  25.8233
O  13.1239  9.8148  22.4549
O  1.9521  12.1562  25.5973
O  8.7871  8.0434  15.8536
O  6.6656  5.8557  14.9532
O  7.8421  10.4041  15.2695
O  1.7616  0.5931  15.7614
O  6.1643  8.3214  15.7506
O  7.7011  3.3614  21.2792
O  1.7736  3.834  18.4131
O  7.9614  22.5552  23.3122
O  4.4737  4.9384  27.256
O  9.3307  13.7942  23.8906
O  2.0054  5.3922  26.4185
O  14.1425  5.2446  23.058
O  9.9496  12.3312  20.5597
O  4.5168  11.1289  25.5676
O  7.1995  10.4902  25.7232
O  3.7674  2.4331  19.4023
O  7.2784  15.312  23.3861
O  6.0247  3.332  14.7176
O  8.614  4.7365  19.2615
O  5.8496  0.8874  18.6805
O  1.6961  5.561  14.8893
O  -0.4864  14.9768  22.3838
O  3.63  10.6788  15.7322
O  13.3971  5.451  20.4864
O  4.9168  6.2189  22.5502
O  6.5658  4.5759  25.743
O  1.1179  10.788  15.2436
O  7.5988  11.6633  19.6623
O  9.0781  5.1648  26.1448
O  3.9326  -0.0252  17.1634

Results
free energy: -215763.627 eV
free energy less fixed offsets of O -568.88, Si -635.61 eV per atom: -4.817 eV

Forces (eV/angstrom), in the order of the atoms: element, x, y, z
Si  0.0042  -0.0065  0.006
Si  -0.007  0.0113  -0.0212
Si  -0.0025  -0.0003  0.0099
Si  0.003  0.0083  0.0196
Si  -0.0079  0.0152  0.0149
Si  0.0025  0.0092  0.0111
Si  -0.0071  -0.0069  0.0113
Si  0.0088  0.0089  0.0082
Si  0.0068  0.0056  -0.0183
Si  0.0002  0  -0.0113
Si  0.0046  0.0115  0.022
Si  0.0014  -0.0152  -0.0014
Si  0.0159  -0.0204  0.0032
Si  -0.0213  0.0081  0.0005
Si  0.006  -0.0114  -0.008
Si  -0.0016  -0.0255  -0.0103
Si  0.0085  -0.0578  -0.0053
Si  -0.0106  -0.0284  -0.0092
Si  -0.0011  0.0109  -0.0098
Si  0.0096  0.018  -0.003
Si  -0.0284  -0.0046  -0.0004
Si  0.0059  0.0051  0.003
Si  -0.0262  0.0062  0.0014
Si  0.0213  -0.0198  0.0001
Si  0.0413  -0.0192  -0.1523
Si  -0.0638  0.0522  -0.0403
Si  0.0098  0.0078  0.0429
Si  -0.0041  -0.0584  0.0689
Si  0.0239  -0.1255  -0.0061
Si  -0.0437  -0.0514  0.0632
Si  -0.006  0.0608  -0.0203
Si  0.0233  0.0635  -0.1027
Si  -0.0733  0.0088  -0.1743
Si  0.0199  0.0045  0.0596
Si  -0.0521  0.0467  0.1216
Si  0.0396  -0.026  0.0223
Si  0.0157  -0.1924  0.123
Si  -0.102  -0.0214  0.2257
Si  0.2025  -0.1741  0.0942
Si  -0.1168  0.047  0.0006
Si  0.0068  0.098  0.0929
Si  0.0456  -0.0366  -0.1338
Si  -0.0487  -0.027  -0.1239
Si  -0.0879  0.1963  0.0331
Si  0.082  0.1132  0.083
Si  -0.0871  -0.0134  -0.1441
Si  0.1129  0.0856  -0.0682
Si  0.0362  -0.012  -0.1982
Si  0.0095  -0.0673  -0.0063
Si  -0.0399  0.0093  0.0026
Si  0.0678  -0.0513  0.0046
Si  -0.0363  0.0192  0.006
Si  -0.006  0.037  0.0096
Si  0.0116  -0.0107  0.0059
Si  -0.015  -0.0079  0.0026
Si  -0.0271  0.0895  0.0102
Si  0.0247  0.0498  -0.0006
Si  -0.0209  0.0023  0.0002
Si  0.0432  0.0426  0.0036
Si  0.0035  0.0032  0.0003
Si  0.002  0.0002  -0.0126
Si  0.0058  -0.0155  0.0002
Si  0.0004  -0.0041  -0.0202
Si  0.0021  -0.0083  -0.0131
Si  0.0065  -0.0146  -0.0185
Si  -0.0053  -0.0011  -0.0096
Si  0.0021  0.0045  -0.0153
Si  -0.007  -0.0166  -0.0059
Si  -0.0056  -0.0106  0.0087
Si  -0.0031  0.0113  0.0214
Si  -0.0053  -0.0047  -0.009
Si  0.0011  0.0205  0.0207
Si  -0.0095  -0.0007  0.0249
Si  -0.0009  -0.0127  0.0096
Si  -0.0067  -0.0024  0.0021
Si  -0.0205  0.0069  0.0166
Si  -0.0075  0.0062  0.0128
Si  -0.0073  0.006  -0.0036
Si  0.0007  -0.0009  -0.0062
Si  0.0104  0.0002  0.0097
Si  0.0042  -0.0028  -0.0026
Si  0.0291  0.0014  0.0702
Si  -0.007  -0.0024  0.0141
Si  -0.0048  -0.0056  -0.0017
Si  0.0014  -0.0078  0.0033
Si  -0.0027  -0.0021  -0.002
Si  -0.0044  -0.0026  0.004
Si  0.0066  -0.006  0.0022
Si  0.0005  -0.0155  0.0062
Si  0.0034  -0.0013  0.0085
Si  -0.0051  -0.0023  0.0307
Si  -0.0157  0.0042  -0.006
Si  -0.0085  0.0089  -0.0028
Si  -0.0003  0.0008  0.0027
Si  0.0027  0.0105  -0.0031
Si  0.0028  0.0002  -0.0024
Si  0.0032  0.004  -0.0062
Si  0.0024  0.0014  0.0001
Si  -0.0002  0.0002  -0.0094
Si  -0.001  0.0053  -0.0039
Si  0.0074  0.0019  -0.0045
Si  0.0026  0.0058  -0.0022
Si  0.0095  -0.0036  -0.0065
Si  0.0108  -0.0006  -0.0047
Si  0.0037  0.0008  -0.0107
Si  0.0022  0.0009  0.001
Si  0.002  -0.0016  0.0037
Si  -0.0008  0.0015  -0.0052
Si  -0.0005  0.0029  0.0072
Si  0.0066  -0.0011  0.003
Si  0.0036  -0.0025  0.003
Si  -0.0011  -0.0029  0.0056
Si  -0.0029  0.0004  0.0035
Si  -0.0067  -0.0008  0.0034
Si  -0.0008  0.0023  0.0083
Si  0.003  0.0036  0.004
Si  0.0012  0.0027  0.0066
Si  0.0029  0.0039  0.0082
Si  0.0009  -0.0013  0.0053
Si  0.003  0.0008  0.0048
Si  -0.0013  -0.0004  0.0032
Si  -0.0006  -0.0008  0.0038
Si  -0.0009  -0.001  0.0022
Si  -0.0026  -0.0001  0.0013
Si  -0.0011  -0.0002  0.0049
Si  -0.0006  0.0002  0.002
Si  -0.0017  -0.0023  0.0019
Si  -0.0012  -0.0008  0.0023
Si  -0.002  -0.0019  0.001
Si  -0.0017  -0.001  0.0033
Si  -0.0007  0.0006  0.0022
Si  -0.0027  0  0.0017
Si  0.0008  0.0011  -0.0009
Si  0.0033  0.0009  -0.002
Si  0.0002  0.0008  -0.0015
Si  0.0022  0.0015  -0.0027
Si  0.0003  0.0018  -0.0013
Si  -0.0002  0.0007  0.0002
Si  0.0013  0.0011  -0.0053
Si  0.0029  -0.0004  -0.0034
Si  -0.0009  -0.0003  -0.0022
Si  -0.0002  0.0014  -0.001
Si  0.0002  0.0019  -0.0015
Si  0.0024  0.001  -0.0037
Si  0.0005  -0.0002  -0.0033
Si  -0.0099  -0.0002  -0.0041
Si  -0.0028  -0.0043  -0.005
Si  -0.0038  -0.0068  -0.0053
Si  0.0024  -0.0044  -0.0047
Si  -0.0006  0.0003  -0.0032
Si  -0.0038  -0.0023  -0.0019
Si  -0.0042  0.0005  -0.0039
Si  -0.0029  0.0001  -0.0035
Si  0.0016  -0.0024  -0.0027
Si  0.0039  0  -0.0045
Si  -0.0019  -0.0052  -0.0028
Si  0.0012  0.0025  0.0111
Si  0.0007  0.0007  0.0026
Si  -0.004  0.0031  0.0082
Si  0.0023  0.0006  -0.0003
Si  0.001  -0.0001  0.0024
Si  -0.0034  -0.0006  0.0081
Si  0.0013  0.0005  0.0019
Si  -0.0047  0.0006  0.0101
Si  -0.0024  0.0001  0.011
Si  0.0018  0.0012  0.0091
Si  0.0063  -0.0044  0.002
Si  -0.0026  -0.0003  0.0047
Si  0.0012  -0.0078  -0.0032
Si  -0.0011  -0.0034  -0.0061
Si  -0.0006  -0.0005  -0.0063
Si  -0.0001  0.0027  -0.0054
Si  -0.0047  0.0081  -0.0069
Si  0.0009  0.0031  -0.0071
Si  -0.0008  -0.0096  -0.0102
Si  0.0022  0.0032  -0.0037
Si  0.0004  -0.0052  -0.0005
Si  -0.0006  -0.0007  -0.0032
Si  -0.0049  0.0044  -0.002
Si  -0.0065  -0.0018  -0.0061
Si  0.0008  0.0019  -0.0023
Si  0.0032  0.0026  0.0045
Si  0.0038  0.0136  -0.0002
Si  0.0017  -0.0041  -0.017
Si  0.0049  -0.0085  0.0031
Si  0.0085  -0.0049  0.0014
Si  -0.003  0.0122  0.0047
Si  -0.0013  0.0051  -0.0047
Si  0.0044  -0.0039  0.0008
Si  0.0121  0.0147  -0.0009
Si  0.0045  0.0048  -0.0103
Si  0.0156  -0.002  0.0012
O  -0.0018  -0.0078  0.001
O  -0.0002  0.0119  -0.0119
O  -0.0085  0.002  -0.003
O  -0.0005  -0.0012  0.0047
O  0.0024  -0.0041  -0.0049
O  0.0051  -0.0096  -0.0144
O  0.0004  0.0028  -0.005
O  -0.0169  -0.0161  0.0118
O  -0.0025  0.0014  -0.0036
O  0.0028  -0.0013  0.008
O  0.0001  -0.0049  0.0053
O  -0.0069  0.0008  -0.0045
O  -0.0014  0.0112  0.0146
O  0.0014  -0.0081  -0.0024
O  0.0019  -0.0035  -0.0044
O  -0.0057  -0.0049  0.0017
O  -0.0421  -0.0224  -0.0433
O  0.006  0.0034  -0.0147
O  0.0164  0.0209  -0.0302
O  -0.002  0.0034  0.0094
O  -0.0013  0.0062  0.001
O  0.009  -0.002  0.0015
O  0.0051  -0.0073  0.009
O  -0.0016  -0.0037  0.0056
Si  0.0045  0.006  -0.007
Si  -0.0048  0.0123  -0.0011
Si  0.0021  -0.0001  -0.0219
Si  0.0038  -0.0191  0.0004
Si  -0.0069  -0.0071  -0.0243
Si  0.0017  0.0011  -0.0161
Si  0.002  -0.0134  -0.0051
Si  -0.0041  -0.0121  0.0122
Si  -0.0018  0.0075  -0.0218
Si  -0.0032  -0.003  -0.013
Si  -0.009  0.0064  -0.0027
Si  -0.008  -0.0039  0.0227
Si  0.0035  0.002  0.0028
Si  -0.0023  0.0036  -0.0043
Si  0.0006  0.0018  -0.004
Si  0.0033  0.0056  0.0023
Si  -0.0034  0.0044  -0.0034
Si  -0.0041  0.0035  -0.0162
Si  0.0023  -0.0002  -0.0121
Si  0.0521  -0.0124  -0.0084
Si  -0.0141  0.0207  -0.0002
Si  -0.0002  0.0123  -0.001
Si  -0.0004  -0.0055  0.0042
Si  -0.0033  -0.0016  0.007
Si  -0.0047  -0.0041  0.0031
Si  0.0079  -0.0126  0.0131
Si  -0.0067  0.0031  -0.0009
Si  -0.0016  -0.0021  -0.0187
Si  -0.0049  -0.0084  -0.0151
Si  -0.0052  0.0057  -0.0255
Si  0.0052  0.0025  0.0024
Si  -0.0048  0.0061  -0.0039
Si  0.0001  0.0013  -0.003
Si  -0.0084  0  0.0037
Si  0.0155  -0.0005  0.0117
Si  -0.0013  -0.0007  0.0012
Si  0.0013  -0.0057  -0.0018
Si  -0.0084  -0.0003  0.0041
Si  0.0042  0.0082  0.0021
Si  0.0074  0.0059  0.0053
Si  0.0001  -0.001  -0.0148
Si  -0.0042  -0.0064  -0.0142
Si  0.0061  0.0003  0.0017
Si  -0.0008  0.0069  0.0074
Si  0.0068  -0.0014  -0.0377
Si  -0.0024  -0.0007  -0.0012
Si  0.0015  0.0014  -0.0055
Si  0.0146  -0.001  0.0028
Si  0.0027  0.0105  0.0011
O  0.0072  0.0012  0.0121
O  0.0069  0.0004  0.008
O  -0.0007  0.0025  -0.0001
O  -0.0033  -0.0041  0.0078
O  0.0021  -0.0047  0.0052
O  0.002  -0.0022  0.012
O  -0.0071  0.0122  -0.0248
O  -0.0015  -0.0003  -0.0039
O  0.0006  0.0022  0.0087
O  -0.0008  -0.0047  0.0082
O  0.0017  -0.0026  -0.0049
O  -0.0045  -0.0172  -0.0108
O  -0.0024  -0.0008  0.0028
O  0.0003  0.002  -0.0068
O  -0.0035  -0.0036  0.004
O  0.0099  0.0039  0.0183
O  0.001  0.002  -0.0028
O  0.0103  -0.0006  -0.0015
O  -0.0007  -0.0001  0.0056
O  0.0002  -0.0027  -0.0028
O  -0.0029  0.0193  0.0191
O  0.0007  0.0019  0.0114
O  0.0029  0.0005  0.003
O  0.0015  -0.0028  0.0092
O  0.0014  0.0162  -0.0004
O  -0.0047  0.0037  -0.0036
O  -0.0013  0.0018  0.0012
O  -0.0085  -0.0174  0.0228
O  0.0016  0.0019  -0.005
O  0.0038  0.0008  -0.0093
O  0.0003  -0.0024  -0.0092
O  -0.0014  -0.0053  0.002
O  0.002  -0.0073  0.0018
O  0.0144  0.0039  -0.0043
O  0.0031  -0.0034  0.0119
O  0.0006  -0.0003  0.0043
O  -0.0112  0.0039  -0.0018
O  0.0004  -0.0009  0.0012
O  0.0064  -0.0021  0.0041
O  0.0019  0.0027  -0.0067
O  0.007  0.0124  0.0112
O  0.0017  -0.0015  0.0108
O  -0.0027  0.0047  0.0165
O  0.0019  0.0043  -0.0047
O  -0.0062  -0.0005  0.0242
O  -0.003  0.0012  -0.0011
O  0.0013  -0.0015  0.0064
O  -0.0021  -0.0015  -0.006
O  0.0075  0.0069  0.0166
O  0.0005  0.0014  0.0054
O  0.0026  -0.0077  -0.0003
O  -0.0036  0.0023  0.0035
O  -0.0048  -0.0091  -0.0121
O  0.0025  -0.0028  -0.0099
O  0.001  0.0015  0.0016
O  -0.0031  0.0094  -0.018
O  0.0018  0.0055  0.0144
O  -0.0026  0.0014  0.0223
O  -0.0005  0.0072  0.0073
O  -0.0018  -0.0029  0.0102
O  0.001  -0.0046  0.0135
O  0.0011  -0.0009  -0.0019
O  0.0005  -0.0026  0.0096
O  0.0023  0.0074  -0.007
O  0.0023  0.0009  0.0011
O  -0.0012  0.0039  -0.004
O  0.0038  0.0022  -0.0022
O  -0.0041  -0.0017  -0.0064
O  0.0003  -0.0039  0.0045
O  0.0145  0.0015  -0.0146
O  0.0035  -0.002  -0.0041
O  -0.0047  -0.0041  0.0016
O  0.0051  -0.0019  0.0069
O  0.0102  0.0077  0.0147
O  0.0054  -0.0046  0.0032
O  0.0006  -0.0068  0.0014
O  0.0039  0.0053  0.0095
O  -0.0012  -0.0067  0.0023
O  -0.0109  -0.0033  0.0155
O  -0.0023  -0.0005  0.006
O  0.0059  -0.0058  -0.0102
O  0  0.0017  -0.0051
O  -0.0543  -0.0069  0.0129
O  -0.0035  -0.0039  -0.0013
O  0.01  -0.0103  -0.0111
O  -0.0011  -0.0022  0.006

The program warned: the cutoff lies below the one the program advises for these potential files; the forces do not sum to zero within the program's tolerance; the exchange-correlation potential is rough where the density is thin.
